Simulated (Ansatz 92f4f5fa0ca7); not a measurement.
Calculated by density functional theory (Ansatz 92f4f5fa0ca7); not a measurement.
Periodic cell of 186 atoms, Si104O82, from a study of silicon, its oxide and their interface. The atomic structure is a simulated model.

Settings: functional r2SCAN; potential files Ansatz norm-conserving; basis plane waves; wave-function cutoff 1300 eV; density cutoff ratio 4; exchange-correlation grid ratio 1; k mesh 2 x 2 x 1, shifted by 0.5 0.5 0.5 of a step; self-consistency stop 5e-08 eV per atom in the density residual; occupations Fermi-Dirac, 0.05 eV; spin none; net charge 0.

Cell vectors (angstrom)
a  11.5403  0  0
b  0  11.5403  0
c  -0.677  1.21  23.4564

Atoms and the computed forces on them: element, x, y, z (angstrom), force x, y, z (eV/angstrom)
Si  -0.9498  -0.6151  0.0617  -0.0944  -0.4589  -0.0019
Si  -0.2801  3.3703  -0.0158  -0.0308  0.1074  -0.339
Si  -1.0787  7.7854  0.1424  -0.225  0.1359  -0.4192
Si  3.3076  0.3113  0.3173  0.0464  0.2639  -0.3484
Si  3.1196  3.4277  0.3614  0.1651  0.0353  -0.3806
Si  2.8192  7.8899  0.018  -0.0044  -0.4062  -0.3207
Si  6.9702  -0.415  0.4766  -0.1914  -0.0417  -0.467
Si  7.0397  2.6868  -0.0142  -0.1282  -0.2625  -0.7372
Si  6.9476  8.0398  0.3146  -0.0161  0.4247  -0.6475
Si  1.1543  -0.2312  1.3373  -0.0619  0.1079  -0.1341
Si  1.2382  3.5742  1.7235  0.1203  -0.0018  0.0062
Si  0.9828  7.3905  1.3721  -0.0684  0.1963  0.0075
Si  5.0514  -0.2017  1.7682  -0.0531  0.0441  -0.4205
Si  5.2091  3.62  1.3992  -0.0287  -0.2092  -0.1119
Si  4.8669  7.7006  1.3794  -0.0442  -0.0449  -0.232
Si  8.9136  -0.2837  1.6867  0.2301  -0.2344  -0.4868
Si  9.032  3.4529  1.1866  0.0751  -0.0782  -0.0965
Si  8.76  7.6025  1.7258  0.0593  -0.0411  -0.1757
Si  1.1654  1.5773  2.9182  -0.0239  -0.4352  -0.0446
Si  1.1409  5.581  2.8554  0.1016  0.13  -0.0505
Si  1.1382  9.3986  2.8032  -0.0416  0.0751  -0.3082
Si  5.075  1.784  2.9367  0.0213  0.1551  0.3105
Si  5.0689  5.6588  2.6885  -0.0564  -0.0984  -0.1166
Si  4.9431  9.395  2.9925  0.0801  0.0052  0.306
Si  8.9831  1.6957  2.8596  -0.0186  0.1839  0.1468
Si  8.8595  5.4607  2.6925  -0.0333  -0.1283  -0.2015
Si  8.8951  9.4386  3.1079  0.0185  0.2441  0.2555
Si  -0.713  1.6011  4.3148  0.0844  0.1038  -0.0737
Si  -0.7975  5.5486  4.1488  0.0392  -0.0741  0.0313
Si  -0.6764  9.4675  4.3365  -0.0999  -0.0525  -0.0776
Si  3.1102  1.6724  4.2675  0.0661  0.0314  -0.0811
Si  3.1302  5.6114  4.129  -0.0661  -0.0075  0.0049
Si  3.0071  9.4603  4.2844  0.0585  -0.1558  -0.0134
Si  7.019  1.6681  4.2435  -0.0986  0.1689  -0.0894
Si  6.9661  5.5607  4.1095  0.006  0.0639  0.09
Si  6.904  9.421  4.3488  0.0395  -0.0886  -0.0856
Si  -0.7316  -0.2346  5.8209  0.0079  0.0051  0.1981
Si  -0.7035  3.6102  5.4867  -0.0763  0.0541  0.0004
Si  -0.7556  7.4776  5.533  -0.0304  0.0135  0.0625
Si  3.1364  -0.1928  5.7401  -0.1451  0.0237  -0.0344
Si  3.033  3.6674  5.4912  0.0262  -0.1496  0.026
Si  3.0884  7.5158  5.5643  0.1713  0.0448  -0.0021
Si  6.8726  -0.2174  5.7236  0.133  0.0087  -0.0071
Si  6.9566  3.6341  5.475  -0.1162  -0.0548  0.0208
Si  7.0431  7.4422  5.595  -0.0316  0.0773  0.0159
Si  1.2682  -0.1102  7.1763  -0.0419  0.1437  0.0941
Si  1.1384  3.713  6.9305  -0.0204  -0.0606  -0.1396
Si  1.1372  7.5921  6.8872  -0.072  0.0697  -0.0752
Si  5.0103  -0.1986  7.2291  0.0433  -0.0497  0.1473
Si  4.9864  3.6126  6.7671  -0.0226  -0.0966  -0.2918
Si  5.0692  7.5685  6.8691  0.0413  0.116  -0.2436
Si  8.7598  -0.3537  7.1108  0.005  -0.2146  -0.0241
Si  8.9059  3.5229  6.77  0  -0.0699  -0.3337
Si  8.9758  7.3747  7.0221  0.0717  0.1177  -0.0718
Si  1.1319  1.9375  8.5154  0.0911  0.0179  0.2995
Si  1.1891  5.707  8.1722  -0.0724  -0.1883  0.1929
Si  1.2351  9.399  8.4314  -0.0632  0.0564  0.1046
Si  4.9362  1.9262  8.3984  -0.0568  0.1275  0.322
Si  5.0604  5.5657  7.9677  -0.1155  -0.0059  0.1574
Si  5.0978  9.2656  8.562  0.085  -0.1093  0.1184
Si  8.7676  1.7075  8.2272  -0.0757  0.0867  0.2346
Si  9.0557  5.2952  8.1836  0.2167  0.0232  0.2315
Si  8.8591  9.2071  8.5505  0.0775  0.0209  0.2184
Si  -0.9584  1.4456  9.6766  -0.1641  -0.4415  0.1818
Si  -0.5462  5.2222  9.6498  0.057  0.5531  0.2741
Si  -0.6921  9.7864  9.7712  -0.0922  0.0289  0.3701
Si  3.0863  2.7372  9.7597  -0.0362  0.1228  0.4795
Si  3.1861  5.7891  9.3184  0.1737  -0.0201  0.7206
Si  3.1198  8.8401  9.8011  -0.0944  -0.2941  0.4646
Si  6.9282  2.3399  9.6042  0.1226  0.2545  0.5894
Si  6.9878  5.3402  9.209  -0.0979  -0.0403  1.0445
Si  6.9777  8.4318  9.9143  0.0294  -0.2597  0.5021
Si  6.2306  0.7428  12.1329  0.001  0.066  0.2055
Si  3.597  3.4343  15.3327  -0.0482  0.0721  0.1835
Si  4.6734  6.3976  19.1703  0.0006  -0.139  -0.2691
Si  12.3227  10.3333  14.9643  0.0513  0.0014  0.228
Si  0.8286  3.2042  19.4155  0.2493  0.1203  -0.387
Si  3.8716  10.5953  12.268  0.0524  -0.1719  0.1939
Si  -0.6239  14.8689  11.9004  0.0234  -0.0598  0.4364
Si  7.8253  8.0901  12.8212  -0.0175  -0.0413  0.2106
Si  1.104  7.4978  18.925  -0.0258  0.2339  -0.38
Si  2.2892  5.2127  17.471  0.0307  0.0703  -0.2014
Si  -0.8166  8.7263  12.7685  0.0967  0.1506  0.3633
Si  8.0869  10.0207  16.7093  0.042  -0.0617  0.1404
Si  7.5737  3.0387  18.4792  -0.0396  -0.1484  0.0303
Si  3.7719  12.1638  16.7953  0.0282  0.0282  0.1181
Si  7.0647  5.0448  20.6131  -0.021  -0.0177  -0.4214
Si  3.9185  9.6841  15.0434  -0.1014  -0.0156  0.2917
Si  13.0804  11.7483  18.8002  -0.0647  -0.0658  -0.4764
Si  -1.5998  6.107  12.2647  -0.1053  0.0519  0.3601
Si  3.6271  13.4169  12.7613  0.0612  0.1443  0.1747
Si  11.0314  13.0616  14.2359  0.0848  -0.1298  0.2435
Si  8.3598  0.2968  14.3167  0.0613  -0.1313  0.1893
Si  -0.7077  2.1017  21.4822  -0.1747  0.1786  -0.2195
Si  7.8113  7.805  21.5701  0.041  0.2154  -0.1134
Si  6.4613  4.5663  16.0712  -0.0719  0.0873  -0.0269
Si  6.2689  11.8561  18.4299  -0.0879  0.1356  -0.0449
Si  6.2724  7.7822  15.605  -0.1199  -0.0273  0.1796
Si  3.2386  8.1169  20.7931  0.1295  0.0007  -0.4224
Si  12.4646  5.4428  21.3853  0.1599  0.0818  -0.1053
Si  5.743  9.0704  19.8043  -0.0905  0.1142  -0.2956
Si  8.7946  2.8044  15.8464  0.085  -0.0466  0.0563
Si  1.8131  11.625  21.6536  0.3912  -0.2705  -0.3272
Si  10.9683  9.8071  17.7633  -0.0874  0.0042  -0.0549
O  1.5381  10.4509  22.7461  0.0776  -0.1543  -0.1635
O  -0.5918  3.1311  22.753  -0.0458  0.1196  -0.2905
O  1.3745  4.0149  20.7133  -0.2862  0.1209  -0.0052
O  -0.9033  9.3347  -0.3281  0.0782  0.1123  0.2788
O  11.6005  11.1116  18.5202  0.3264  -0.0358  0.0346
O  14.0224  11.4657  17.5056  -0.0464  0.0963  0.2296
O  4.8904  12.4987  17.8987  0.0745  -0.1792  -0.1218
O  -0.6894  2.7861  19.9715  0.2253  -0.1843  0.5415
O  5.8759  10.6219  19.3879  0.0616  -0.1958  -0.0538
O  4.3029  9.6032  13.4748  -0.1078  0.2788  -0.2548
O  13.0723  13.3563  18.9882  -0.1893  0.0001  0.2438
O  3.2108  1.8805  -0.1581  -0.0628  -0.2024  0.4692
O  7.2404  8.6492  20.2888  -0.0339  -0.2412  0.3808
O  4.5333  9.0982  20.9102  -0.0053  -0.1657  -0.0486
O  8.0084  6.2649  21.1103  -0.1322  -0.0045  0.1624
O  5.9806  5.5669  19.5454  0.0658  0.0196  0.2314
O  6.9615  1.0337  -0.3714  0.0603  0.5184  0.6093
O  8.5527  -1.0178  15.2451  -0.1051  0.2009  -0.0149
O  0.1884  4.1002  10.6887  -0.3816  0.242  -0.1228
O  9.3501  9.8524  17.7196  0.0196  0.0512  -0.2221
O  -1.4549  4.5269  12.654  0.146  -0.0468  -0.3293
O  6.3007  6.2036  16.0586  0.0615  -0.0284  -0.0799
O  -3.1337  6.5796  12.539  0.2446  0.1885  -0.1606
O  3.2234  4.3608  10.165  -0.2084  -0.4409  -0.4975
O  3.1216  11.8639  13.0106  0.1804  -0.0247  -0.2023
O  -0.8123  11.3997  10.1383  0.0535  -0.0073  -0.4644
O  -1.4675  13.768  11.0557  0.3264  0.0799  -0.2568
O  7.2258  0.0491  13.202  -0.0844  0.1429  -0.1061
O  7.9239  1.5668  15.2413  0.2486  -0.0581  -0.1181
O  11.7062  9.645  13.6443  -0.1484  -0.0984  -0.1049
O  2.9963  9.7861  11.1691  0.2033  -0.237  -0.3075
O  -0.5074  9.0305  11.212  -0.1072  0.1504  -0.2672
O  7.0661  8.7687  11.5443  0.0382  -0.105  -0.5005
O  5.1413  3.9608  15.324  -0.0232  -0.0484  0.089
O  7.9248  4.1463  15.4101  -0.0725  -0.2095  0.2274
O  -2.392  9.0149  13.0975  0.0413  -0.1691  -0.1838
O  -0.5921  7.1206  13.0801  -0.41  0.1117  -0.4148
O  9.7977  12.1775  13.6346  -0.0319  0.1603  0.0916
O  2.6296  4.5956  15.9905  0.1451  -0.168  0.1058
O  5.2667  1.8578  12.8449  -0.0665  -0.2308  -0.2653
O  6.8826  6.7726  10.0406  0.2287  0.3213  -0.3441
O  6.9093  3.9376  10.156  0.0995  -0.1034  -0.9471
O  2.3165  8.4487  19.4676  0.0542  -0.2334  0.3493
O  11.4928  9.8042  16.2412  0.0518  0.0766  0.0232
O  3.7865  6.6046  20.5194  0.0147  0.2106  -0.0125
O  -1.2185  6.3187  10.6911  0.1576  -0.4271  0.0366
O  6.4839  3.8478  17.5476  0.246  -0.0524  -0.0616
O  3.1518  14.5754  13.8073  0.1193  -0.3271  -0.1125
O  13.8291  9.7334  15.1532  0.1066  0.1079  -0.1052
O  1.2133  4.1813  18.1624  0.0289  -0.0789  0.2396
O  9.2408  8.2674  22.1962  0.0709  0.0452  0.3535
O  8.8517  2.7802  17.4832  -0.2924  0.0928  -0.0925
O  4.3938  11.0853  15.7459  -0.1206  -0.0914  -0.0911
O  0.5268  1.0481  21.5204  -0.0111  0.1028  0.0695
O  1.5236  6.6595  17.5752  0.0769  -0.1026  0.3102
O  4.7463  8.4177  15.6952  0.1136  0.1756  -0.1664
O  7.0994  1.3987  10.9489  -0.2687  0.1294  -0.2366
O  6.9658  3.269  -1.5506  0.1622  -0.0187  0.4152
O  0.1585  4.3616  -1.2906  -0.13  -0.36  0.3936
O  7.2774  8.6135  16.5946  -0.041  0.1415  -0.1997
O  5.2129  -0.3822  11.5232  -0.0459  0.0654  0.0999
O  6.819  7.9702  14.0852  0.1949  0.066  -0.1491
O  3.0898  13.6489  11.2621  0.0173  0.1042  -0.1202
O  3.3751  2.0532  16.1634  0.1356  0.0459  -0.1539
O  7.9365  3.9356  19.7914  -0.2022  0.1065  0.0913
O  10.3446  14.1026  15.3338  -0.2368  -0.1246  -0.2002
O  3.176  7.2026  10.2489  -0.0449  0.2398  -0.7453
O  -1.3147  0.0332  -1.4633  0.3621  0  0.4797
O  7.1477  11.2056  17.255  0.0016  -0.066  0.0471
O  2.7555  4.3894  -0.9314  -0.0528  -0.2503  0.2646
O  7.0549  13.1357  19.0546  0.0129  0.1297  -0.2328
O  7.3041  6.8227  -0.7764  -0.0988  0.3577  0.1664
O  5.2018  7.9128  18.7201  0.0133  0.0108  0.4043
O  0.1503  14.0081  13.0714  -0.2305  0.1577  -0.3368
O  3.7734  5.5088  18.1327  -0.098  0.1669  0.1835
O  7.0009  9.6294  -0.3399  -0.0405  -0.2614  0.7895
O  3.1144  6.9353  -1.2853  -0.1346  0.3442  0.3104
O  3.0635  12.4148  22.297  -0.4431  -0.0697  0.2806
O  12.3162  6.5095  20.1671  0.071  -0.198  0.2698
O  12.1304  11.9839  14.8366  -0.2204  -0.0198  -0.1392
O  11.3908  8.4415  18.5331  0.2066  0.0148  0.0274
O  13.7046  11.1012  20.1579  -0.2429  0.2093  0.2953

Results
free energy: -50299.214 eV
free energy less fixed offsets of O -463.61, Si -117.95 eV per atom: -16.394 eV
pressure: -2.25 GPa
stress xx, yy, zz, yz, xz, xy (GPa, positive in tension): 1.66, 3.23, 1.85, 0.05, 0.02, -0.88
